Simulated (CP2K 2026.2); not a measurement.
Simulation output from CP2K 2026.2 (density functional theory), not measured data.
Periodic cell of 432 atoms, Si324O108, from a study of silicon, its oxide and their interface. The atomic structure is a simulated model.
Doubt: the forces sum to 1.37 eV/angstrom along one axis rather than to zero, so they err by at least 0.0032 eV/angstrom per atom on average; the grid cutoff is modest.

Settings: functional PBE; method Gaussian and plane waves; basis set DZVP-MOLOPT-SR-GTH; pseudopotentials GTH-PBE; grid cutoff 300 Ry, relative cutoff 40 Ry; k points Gamma only; occupations fixed; spin none; net charge 0.

Cell vectors (angstrom)
a	16.32	0	0
b	0	16.32	0
c	-7.8377	-5.7227	29.6253

Atoms and the computed forces on them: element, x, y, z (angstrom), force x, y, z (eV/angstrom)
Si	1.497	-1.7	0.126	-0.008	0.2	0.619
Si	4.46	1.049	0.085	-0.299	0.142	0.746
Si	1.027	4.308	0.025	0.165	-0.035	0.694
Si	3.824	6.927	0.125	0.192	-0.06	0.694
Si	1.733	-7.02	-0.128	-0.326	0.227	0.682
Si	3.846	-3.74	0.129	0.05	-0.163	0.749
Si	6.676	-1.165	0.192	0.157	-0.159	0.75
Si	9.324	1.566	0.268	0.157	-0.146	0.782
Si	7.065	3.732	0.228	-0.084	0.222	0.732
Si	9.22	7.049	0.048	0.122	-0.095	0.74
Si	7.022	9.271	-0.023	-0.138	0.13	0.725
Si	-6.511	-4.312	0.029	-0.182	0.142	0.816
Si	-3.863	-1.5	0.122	-0.221	0.122	0.735
Si	-1.544	1.656	0.088	0.034	-0.174	0.693
Si	-3.839	3.768	0.021	-0.052	0.226	0.72
Si	-1.104	6.618	-0.106	-0.202	0.104	0.741
Si	-4.339	-6.56	0.029	0.107	-0.153	0.758
Si	-1.639	-3.736	-0.079	0.209	-0.277	0.731
Si	2.71	-0.016	1.284	0.027	0.006	-0.065
Si	5.455	2.636	1.49	0	-0.003	-0.069
Si	2.636	5.393	1.386	-0.01	-0.001	-0.056
Si	5.458	8.122	1.325	0.011	-0.003	-0.037
Si	2.743	-5.442	1.317	-0.008	0.008	-0.033
Si	5.425	-2.667	1.465	-0.01	0.01	-0.052
Si	8.173	-0.003	1.541	-0.016	0.012	-0.048
Si	-5.369	2.718	1.458	0	0.001	-0.026
Si	8.143	5.453	1.396	0.018	-0.002	-0.043
Si	-5.502	8.194	1.344	-0.011	0.017	-0.049
Si	8.171	10.865	1.299	0.004	-0.007	-0.059
Si	-5.416	-2.726	1.385	0.007	-0.019	-0.033
Si	-2.67	0.041	1.391	0.008	0.011	-0.026
Si	-0.059	2.81	1.447	0	-0.001	-0.056
Si	-2.704	5.458	1.237	0.015	-0.015	-0.047
Si	0.046	8.213	1.187	0.008	-0.021	-0.049
Si	-2.716	-5.392	1.25	-0.013	0.007	-0.06
Si	-0.035	-2.83	1.426	-0.02	0.012	-0.03
Si	1.372	1.377	2.663	-0.012	-0.024	0.008
Si	4.043	4.053	2.721	0.015	0.012	0.014
Si	1.322	6.844	2.689	-0.012	0.013	0.04
Si	4.125	9.533	2.68	0	-0.006	0.024
Si	1.33	-4.19	2.742	0.042	0.015	0.011
Si	4.036	-1.315	2.782	-0.004	0.012	0.028
Si	6.802	1.334	2.891	-0.009	0	0.045
Si	9.571	4.132	2.745	-0.014	-0.003	0.028
Si	6.764	6.775	2.748	-0.006	0.003	0.021
Si	9.495	9.54	2.743	0.005	0.017	0.038
Si	6.812	12.216	2.694	0.011	-0.011	0.002
Si	-6.767	-1.402	2.78	0.016	-0.001	0.017
Si	-4.055	1.328	2.796	-0.005	-0.012	0.02
Si	-1.416	4.164	2.765	-0.017	0.02	0.032
Si	-4.085	6.803	2.619	-0.015	-0.005	-0.001
Si	-1.342	-6.783	2.583	-0.017	-0.021	-0.013
Si	-4.035	-4.077	2.725	-0.017	-0.001	0.042
Si	-1.318	-1.345	2.736	0.004	-0.008	0.012
Si	0.039	0.019	4.07	-0.002	0.003	0.007
Si	2.701	2.706	4.083	-0.004	-0.001	-0.003
Si	-0.025	5.504	4.092	0.003	0.006	-0.012
Si	2.73	8.175	4.036	0.001	-0.013	-0.014
Si	-0.028	-5.509	4.082	0.002	-0.002	0.013
Si	2.686	-2.751	4.069	0.003	0.002	-0.016
Si	5.405	-0.013	4.184	-0.017	0.004	-0.003
Si	8.202	2.756	4.119	-0.007	-0.007	-0.01
Si	5.405	5.419	4.087	0.004	0.001	0.005
Si	8.14	8.157	4.085	0.012	-0.002	-0.014
Si	5.458	10.875	4.073	-0.001	-0.018	0.007
Si	8.16	-2.757	4.092	-0.019	0.007	-0.009
Si	-5.422	-0.029	4.134	0.011	0.007	-0.01
Si	-2.723	2.742	4.116	0.007	0.01	-0.012
Si	-5.4	5.482	4.083	-0.001	-0.001	-0.003
Si	-2.71	8.173	3.973	0.005	0.014	0
Si	-5.427	-5.43	4.078	-0.001	-0.004	-0.02
Si	-2.697	-2.705	4.088	0.002	-0.005	-0.018
Si	1.364	-1.332	16.368	0.018	0.01	0.018
Si	4.048	1.33	16.299	-0.002	-0.005	0.011
Si	1.333	4.066	16.375	-0.005	-0.004	0.006
Si	4.05	6.761	16.32	0	-0.009	0.005
Si	1.378	-6.814	16.3	-0.015	0.004	0.024
Si	4.136	-4.039	16.286	0.015	-0.005	-0.006
Si	6.791	-1.365	16.352	0.008	-0.002	0.01
Si	-6.831	1.342	16.326	0.009	0.004	-0.008
Si	6.82	4.09	16.304	-0.011	-0.02	0.011
Si	-6.764	6.819	16.26	-0.003	-0.009	-0.002
Si	6.785	9.505	16.257	0.005	0.007	0.02
Si	-6.793	-4.078	16.256	0.006	-0.002	0.007
Si	-4.05	-1.317	16.324	0.002	-0.004	0.018
Si	-1.331	1.395	16.378	-0.01	0.012	-0.001
Si	-4.116	4.036	16.322	0.003	0.003	0.006
Si	-1.36	6.8	16.293	-0.004	0.007	0.014
Si	-4.074	9.532	16.334	-0.002	0.001	-0.001
Si	-1.393	-4.087	16.287	-0.004	0.012	-0.006
Si	2.732	0.025	17.769	-0.001	0.013	-0.026
Si	5.422	2.7	17.596	0.005	0.007	-0.03
Si	2.673	5.439	17.731	0.017	0.03	-0.006
Si	5.439	8.128	17.618	0.007	-0.001	-0.025
Si	2.817	-5.45	17.579	0.013	-0.018	-0.02
Si	5.432	-2.699	17.745	-0.012	-0.015	0
Si	8.144	-0.005	17.72	-0.006	0.003	-0.006
Si	-5.486	2.667	17.708	0.008	0.003	-0.032
Si	8.242	5.456	17.617	-0.008	-0.02	-0.02
Si	-5.458	8.177	17.671	-0.007	0.006	-0.006
Si	8.162	10.865	17.579	0.001	0.009	-0.04
Si	-5.432	-2.711	17.603	-0.014	-0.017	-0.037
Si	-2.706	0.059	17.726	-0.024	0.006	-0.025
Si	0.022	2.718	17.814	0.004	-0.021	0.001
Si	-2.751	5.435	17.612	0.018	0.008	-0.038
Si	0.009	-8.175	17.664	-0.002	-0.012	-0.036
Si	-2.72	-5.422	17.702	0.002	0.009	-0.008
Si	-0.053	-2.729	17.632	-0.011	0.015	-0.017
Si	1.432	1.402	19.236	0.008	-0.006	0.061
Si	4.098	4.058	18.978	-0.015	-0.019	0.052
Si	1.332	6.812	19.124	-0.006	0.002	0.066
Si	4.097	-6.843	18.994	-0.004	-0.001	0.026
Si	1.397	-4.113	18.839	0.003	0.002	0.027
Si	4.081	-1.355	19.17	-0.005	0.004	0.031
Si	6.718	1.354	19.021	-0.032	-0.003	0.054
Si	-6.831	4.057	19.051	0.011	0.005	0.041
Si	6.914	6.852	18.927	0.004	0.044	0.024
Si	-6.803	9.577	19.003	0.001	0.024	0.064
Si	6.812	-4.149	18.98	0.012	-0.021	0.048
Si	9.53	-1.408	19.007	0.011	-0.006	0.06
Si	-4.134	1.349	19.128	0.01	-0.009	0.047
Si	-1.415	4.133	19.042	-0.015	0.006	0.078
Si	-4.136	6.758	18.979	0.002	-0.009	0.053
Si	-1.356	-6.811	19.023	0.004	-0.008	0.043
Si	-4.083	-4.019	19.02	-0.009	0.011	0.045
Si	-1.328	-1.32	19.047	0.016	-0.012	0.031
Si	0.307	-0.308	20.423	-0.128	0.196	-0.7
Si	3.082	2.593	20.523	-0.206	0.067	-0.697
Si	-0.361	5.753	20.389	0.199	-0.184	-0.767
Si	2.526	8.413	20.392	0.141	-0.232	-0.721
Si	0.346	-5.679	20.185	-0.2	-0.046	-0.745
Si	2.438	-2.626	20.296	0.267	-0.003	-0.675
Si	5.22	0.265	20.496	0.075	-0.222	-0.72
Si	7.782	2.996	20.28	0.22	-0.106	-0.761
Si	5.699	5.3	20.117	-0.105	0.062	-0.748
Si	7.983	8.425	20.341	0.111	-0.188	-0.753
Si	5.701	-5.75	20.293	-0.104	0.162	-0.746
Si	8.372	-3.004	20.274	-0.133	0.131	-0.772
Si	-5.247	-0.326	20.402	-0.077	0.182	-0.711
Si	-3.023	3.031	20.344	0.073	-0.153	-0.72
Si	-5.274	5.219	20.365	-0.173	0.151	-0.753
Si	-2.599	-8.381	20.258	-0.059	0.204	-0.75
Si	-5.691	-5.136	20.311	0.171	-0.125	-0.795
Si	-2.928	-2.439	20.333	0.1	-0.172	-0.753
Si	4.136	-1.435	-4.271	0.184	0.046	0.045
Si	2.448	-6.308	-2.966	-0.027	0.025	0.168
Si	4.032	5.815	-2.739	-0.073	-0.111	0.126
Si	-1.449	-4.331	22.294	-0.105	0.098	-0.157
Si	-4.058	0.507	-4.459	0.128	-0.005	-0.026
Si	-5.24	5.595	-2.061	-0.058	-0.02	0.197
Si	6.454	-1.746	22.497	0.008	0.05	-0.138
Si	-0.147	4.994	23.409	0.013	0.046	-0.051
Si	-6.977	6.698	22.609	0.054	-0.035	-0.079
Si	-3.178	-7.479	-5.191	-0.067	-0.04	0.015
Si	3.257	1.131	-2.653	0.085	-0.074	-0.126
Si	0.327	0.098	-1.953	-0.044	0.045	0.084
Si	-3.049	7.883	-2.176	0.041	0.053	0.086
Si	6.586	-3.517	-4.199	-0.163	-0.025	0.03
Si	-2.197	2.614	23.279	0.045	-0.048	-0.073
Si	7.346	3.047	-5.05	0.037	0.076	-0.073
Si	-7.784	-2.382	-2.091	-0.007	0.103	0.215
Si	-0.493	0.106	23.426	0.058	-0.064	-0.075
Si	3.163	7.779	-4.725	-0.045	-0.076	-0.08
Si	-5.664	-0.12	-2.032	-0.021	-0.118	0.162
Si	-0.881	-3.771	-3.142	-0.106	-0.003	0.083
Si	6.557	4.255	-2.748	0.11	-0.016	0.143
Si	-3.779	-6.481	22.364	0.016	0.031	-0.167
Si	-6.477	-0.004	23.294	0.021	-0.053	-0.061
Si	-7.241	4.932	-4.187	-0.052	-0.027	0.086
Si	1.854	-3.403	-4.122	-0.03	-0.038	-0.068
Si	4.226	6.845	22.49	-0.103	0.07	0.004
Si	2.736	4.202	23.291	0.048	-0.015	-0.157
Si	7.549	4.8	24.264	0.016	0.002	-0.054
Si	-0.005	3.331	-5.166	0.048	-0.049	-0.037
Si	1.866	3.655	-2.853	0.078	-0.013	0.054
Si	5.244	-5.454	-2.106	0.009	0.007	0.09
Si	-1.123	0.5	-4.673	-0.016	0.05	-0.127
Si	-2.626	-1.979	-5.059	0.115	0.028	-0.078
Si	4.211	-3.978	22.413	0.043	-0.022	-0.156
Si	7.709	2.095	23.219	-0.109	0.05	-0.016
Si	1.358	-1.369	5.44	0.019	0.004	0.003
Si	4.052	1.375	5.487	0.008	-0.006	0.021
Si	1.341	4.098	5.418	0.005	0.007	0.003
Si	4.06	6.803	5.425	-0.003	0.009	0.004
Si	1.364	9.495	5.435	-0.006	-0.013	0.003
Si	4.08	12.234	5.424	-0.003	-0.002	0.001
Si	6.799	-1.395	5.466	0.003	-0.007	0.004
Si	9.536	1.361	5.463	-0.009	0.001	0.006
Si	6.798	4.091	5.45	0.001	0.003	0.015
Si	-6.79	6.817	5.435	-0.008	0.005	0.006
Si	6.795	9.514	5.45	0.007	0.003	0.01
Si	-6.789	12.228	5.456	0.008	0.001	-0.004
Si	-4.057	-1.377	5.475	0.002	-0.002	0.006
Si	-1.335	1.373	5.435	-0.007	-0.005	0.009
Si	-4.084	4.098	5.462	0	-0.002	0.004
Si	-1.386	6.847	5.429	-0.013	-0.002	-0.002
Si	-4.059	-6.809	5.397	0.002	-0.006	0.002
Si	-1.353	-4.094	5.429	-0.002	0.005	0.006
Si	2.706	-0.012	6.819	0.004	0.003	0
Si	5.44	2.731	6.816	-0.004	0.005	0.004
Si	2.708	5.442	6.79	0.001	0.008	-0.002
Si	5.426	8.154	6.796	0.002	-0.005	0.001
Si	2.717	10.876	6.786	-0.003	-0.005	-0.005
Si	5.432	-2.744	6.814	0.002	0.001	-0.003
Si	8.16	-0.006	6.804	-0.002	0.003	-0.006
Si	-5.435	2.727	6.819	0	0.004	0.001
Si	-8.156	5.455	6.798	0.003	-0.003	-0.002
Si	-5.423	8.171	6.786	0.001	-0.007	-0.002
Si	-8.156	10.869	6.808	-0.002	-0.001	0
Si	10.885	-2.728	6.818	-0.005	0.003	0
Si	-2.697	0.009	6.802	-0.001	0.001	0
Si	0.006	2.733	6.801	-0.005	0.002	-0.003
Si	-2.719	5.463	6.8	-0.004	0.004	0.005
Si	-0.004	8.163	6.806	0.006	0.002	0.001
Si	-2.719	-5.448	6.785	0.006	0.003	-0.009
Si	-0.003	-2.728	6.797	-0.005	-0.005	0
Si	1.352	1.361	8.166	0.003	-0.001	-0.007
Si	4.073	4.092	8.161	0.005	0.006	-0.007
Si	1.352	6.795	8.159	-0.019	-0.014	-0.001
Si	4.071	9.516	8.155	0.001	-0.004	-0.003
Si	1.363	-4.082	8.155	0.012	0.01	-0.002
Si	4.08	-1.367	8.166	0	-0.002	0.001
Si	6.798	1.357	8.161	-0.004	-0.003	-0.001
Si	-6.807	4.085	8.163	-0.011	-0.006	-0.001
Si	6.797	6.804	8.158	0.006	0.007	-0.001
Si	-6.787	9.516	8.159	0.004	0.009	0.001
Si	6.799	-4.094	8.167	0	0.001	-0.004
Si	9.525	-1.357	8.166	0.002	-0.006	-0.003
Si	-4.067	1.364	8.163	0.004	0.007	-0.003
Si	-1.359	4.093	8.155	0.001	0	0
Si	-4.082	6.809	8.162	-0.004	-0.001	-0.002
Si	-1.357	-6.79	8.161	0.002	0.006	-0.008
Si	-4.072	-4.092	8.161	-0.002	-0.012	-0.004
Si	-1.354	-1.363	8.163	-0.003	0.004	-0.005
Si	-0.003	0	9.526	-0.005	-0.002	0.003
Si	2.718	2.721	9.518	0.005	-0.007	0.003
Si	0.002	5.438	9.523	0.009	0.004	-0.001
Si	2.712	8.159	9.518	-0.002	0.004	-0.004
Si	0.003	-5.434	9.523	-0.007	0.003	-0.001
Si	2.716	-2.722	9.523	0	-0.003	0
Si	5.437	0	9.52	0.003	-0.003	0.005
Si	-8.162	2.718	9.521	-0.002	0.007	-0.001
Si	5.437	5.444	9.52	0.003	-0.002	0
Si	-8.156	8.159	9.515	0	0	0.001
Si	5.434	-5.45	9.52	0.005	-0.006	0
Si	8.157	-2.718	9.516	-0.004	-0.004	0.001
Si	-5.431	0.003	9.521	0	0.003	0.002
Si	-2.715	2.728	9.518	-0.001	0.001	-0.003
Si	-5.442	5.443	9.518	0	-0.001	0.001
Si	-2.716	-8.155	9.518	0.003	-0.001	0
Si	-5.432	-5.444	9.521	-0.003	0.006	-0.002
Si	-2.717	-2.721	9.52	-0.005	0.001	-0.003
Si	1.362	-1.356	10.886	0.008	-0.002	0.002
Si	4.074	1.359	10.878	0.006	0.002	0.002
Si	1.357	4.074	10.882	-0.009	0.001	-0.003
Si	4.074	6.801	10.878	0.002	0.007	0.002
Si	1.356	9.519	10.885	-0.002	0.002	0.001
Si	4.074	-4.087	10.877	0.003	0.003	-0.004
Si	6.8	-1.356	10.877	0.001	0.001	-0.001
Si	-6.794	1.364	10.879	-0.003	-0.001	0.006
Si	-9.531	4.072	10.878	-0.001	-0.004	0.005
Si	-6.804	6.795	10.878	-0.005	-0.001	0.001
Si	-9.518	9.517	10.875	0.002	0.001	0.004
Si	9.526	-4.075	10.866	0.006	-0.006	-0.001
Si	-4.075	-1.359	10.883	0.002	-0.009	0.001
Si	-1.365	1.361	10.88	-0.004	0.007	0
Si	-4.078	4.085	10.877	-0.001	0.001	0.002
Si	-1.356	6.801	10.875	-0.004	-0.011	-0.001
Si	-4.073	-6.8	10.883	-0.004	0.002	0
Si	-1.351	-4.07	10.884	0.004	0.006	-0.005
Si	2.715	0.009	12.247	0	-0.001	0.004
Si	5.431	2.711	12.243	-0.007	-0.003	0.005
Si	2.72	5.431	12.237	0.002	-0.005	0.007
Si	5.435	8.163	12.233	0.011	-0.001	0.006
Si	2.712	10.884	12.246	0.002	-0.005	0.001
Si	5.433	-2.718	12.225	0.005	-0.004	0.004
Si	8.16	0.006	12.237	0.005	-0.006	0.009
Si	-5.429	2.721	12.239	0.011	0.014	0.005
Si	-8.169	5.431	12.232	-0.004	-0.006	0
Si	-5.434	8.15	12.232	-0.002	-0.001	0.007
Si	-8.148	10.883	12.22	0	0.013	-0.002
Si	10.874	-2.715	12.235	-0.015	-0.007	-0.001
Si	-2.716	0.001	12.248	-0.009	-0.001	0.002
Si	-0.009	2.718	12.24	0.002	-0.009	0.008
Si	-2.712	5.441	12.234	0.009	0.014	-0.001
Si	0	8.152	12.244	-0.004	0	0
Si	-2.712	-5.432	12.236	-0.001	0.002	0
Si	0.005	-2.71	12.253	-0.002	0.008	0
Si	1.345	1.367	13.608	0	0.007	0.003
Si	4.067	4.065	13.606	0.003	-0.005	0.006
Si	1.357	6.779	13.599	-0.001	-0.006	0
Si	4.076	9.522	13.596	0.005	0.01	0.002
Si	1.363	-4.068	13.617	-0.002	0.003	-0.003
Si	4.076	-1.362	13.593	0.006	-0.001	0.004
Si	6.792	1.353	13.603	0.002	-0.002	-0.003
Si	-6.801	4.076	13.588	-0.004	-0.003	0.004
Si	6.784	6.788	13.585	-0.005	-0.004	0.003
Si	-6.794	9.517	13.578	0.007	-0.002	-0.001
Si	6.814	-4.067	13.565	0.002	-0.006	0.005
Si	9.52	-1.349	13.6	0	-0.003	0.003
Si	-4.072	1.362	13.61	0.001	-0.002	0.003
Si	-1.367	4.075	13.603	-0.005	0.003	-0.005
Si	-4.065	6.798	13.593	0.001	-0.006	0
Si	-1.356	9.525	13.594	-0.005	0.005	0.004
Si	-4.08	-4.07	13.586	0.002	0.004	-0.001
Si	-1.346	-1.343	13.617	0.003	-0.001	-0.002
Si	0.006	0.02	14.999	-0.012	-0.003	-0.008
Si	2.692	2.721	14.979	-0.004	0.001	-0.006
Si	-0.003	5.418	14.969	0.003	-0.004	-0.007
Si	2.721	8.139	14.945	0.006	0	-0.005
Si	0.003	-5.444	14.96	-0.006	-0.008	-0.003
Si	2.718	-2.693	14.978	-0.001	0.013	0.003
Si	5.434	-0.019	14.964	0.01	0.003	0.003
Si	8.16	2.715	14.951	0	0.013	-0.006
Si	5.429	5.426	14.956	0.004	-0.001	-0.004
Si	8.157	8.15	14.918	-0.012	0	-0.012
Si	5.459	10.902	14.917	0.004	0.008	-0.008
Si	8.146	-2.705	14.949	0.001	0.003	-0.004
Si	-5.441	0.009	14.967	-0.001	-0.005	-0.014
Si	-2.709	2.714	14.982	-0.003	0.002	-0.011
Si	-5.423	5.426	14.937	0.019	-0.002	-0.009
Si	-2.719	8.175	14.957	0.006	-0.002	-0.005
Si	-5.426	-5.448	14.936	-0.005	-0.004	-0.001
Si	-2.73	-2.702	14.946	-0.012	-0.003	-0.004
O	6.809	-6.848	20.807	0.097	0.216	0.587
O	-4.137	4.136	20.84	-0.15	0.012	0.092
O	4.143	1.414	20.985	0.076	-0.293	0.367
O	-6.425	6.293	-1.22	-0.118	0.038	-0.342
O	4.009	-6.399	-2.523	0.272	-0.486	-0.171
O	-2.758	-2.589	-0.377	-0.028	0.071	-0.321
O	7.383	-1.776	-1.136	-0.262	0.015	-0.486
O	-6.822	-4.064	20.823	0.014	0.028	0.44
O	-0.192	-4.782	21.417	0.096	0.356	0.084
O	-1.124	-4.117	-1.581	0.129	-0.589	-0.053
O	-1.513	1.273	23.865	-0.025	0.082	0.429
O	0.475	-1.258	-1.084	-0.52	-0.078	0.063
O	-5.425	-5.435	-0.473	0.235	-0.011	-0.601
O	7.898	5.118	-3.071	-0.084	0.49	0.518
O	6.092	2.058	23.463	-0.184	-0.304	-0.31
O	-6.43	0.922	-1.093	0.019	0.253	-0.037
O	-0.663	1.105	-1.167	-0.138	0.293	-0.186
O	2.911	-3.494	21.595	-0.286	-0.272	0.182
O	5.894	-4.727	-3.381	-0.186	-0.038	-0.154
O	-4.06	6.648	-2.268	0.065	-0.138	-0.201
O	-1.482	6.874	20.786	-0.111	-0.028	0.366
O	7.083	-1.684	23.993	-0.344	0.327	0.476
O	-0.275	0.24	21.835	-0.105	0.274	-0.065
O	3.201	7.892	21.785	-0.069	0.157	0.494
O	3.776	-4.556	23.846	-0.632	0.122	0.181
O	-4.452	-0.821	-1.231	0.1	-0.161	-0.308
O	2.773	8.067	-0.393	-0.138	-0.099	-0.424
O	7.873	-2.939	-3.432	0.448	-0.102	-0.489
O	1.265	4.386	23.961	0.08	-0.329	0.402
O	6.353	-6.354	-1.342	-0.044	-0.099	-0.24
O	-7.903	0.705	23.607	-0.081	-0.341	0.49
O	2.623	3.459	21.837	-0.195	0.198	0.093
O	-3.679	-7.241	-1.294	0.156	0.116	-0.324
O	0.429	3.582	-3.616	-0.568	0.31	0.273
O	2.609	5.081	-2.987	-0.386	0.476	0.003
O	7.628	-2.355	21.565	0.013	0.173	0.122
O	-2.71	2.677	-0.479	0.088	-0.095	-0.468
O	0.145	5.198	21.827	0.164	-0.024	-0.072
O	-8.124	2.337	21.698	0.566	-0.285	0.272
O	6.72	4.167	20.706	0.061	-0.034	0.477
O	4.059	7.196	-3.532	0.286	0.452	0.113
O	-2.211	-3.062	21.656	0.172	0.027	0.262
O	1.417	-6.764	20.794	-0.068	0.131	0.489
O	-4.059	-1.37	20.856	0.038	-0.158	0.208
O	-2.308	2.442	21.676	0.42	-0.413	-0.074
O	5.218	4.919	-3.318	-0.018	-0.302	-0.32
O	-2.483	-5.54	22.388	0.211	-0.002	0.023
O	1.492	-6.415	-1.641	-0.267	0.419	-0.239
O	5.175	-2.705	22.552	0.035	-0.057	0.078
O	1.35	-1.515	20.818	0.086	0.028	0.335
O	5.08	6.112	21.357	-0.016	0.127	0.066
O	2.15	-7.489	-4.031	-0.439	0.205	-0.233
O	-1.097	-1.356	23.811	-0.646	-0.008	-0.295
O	-0.011	5.464	-0.539	-0.108	-0.025	-0.561
O	2.842	2.485	-3.457	-0.067	0.001	-0.554
O	-1.695	7.329	-1.464	0.282	0.359	-0.485
O	3.023	-2.412	-3.639	0.059	0.118	0.608
O	-6.651	-1.595	23.64	0.415	-0.202	-0.244
O	-7.606	7.866	21.686	0.092	0.228	0.271
O	4.335	6.125	-1.188	0.28	-0.244	-0.017
O	-3.39	-7.828	21.569	-0.209	-0.224	0.248
O	-0.309	-0.084	-3.411	0.163	-0.266	0.032
O	-2.816	-7.885	-3.668	0.176	-0.055	-0.167
O	4.68	-4.283	-1.151	-0.009	0.079	-0.193
O	5.546	-2.26	-4.36	0.049	0.338	-0.123
O	-4.649	4.301	-1.293	-0.067	-0.09	-0.442
O	-8.076	-4.02	24.26	0.347	-0.245	-0.156
O	2.238	-4.908	-3.718	0.254	-0.001	0.039
O	6.983	-6.583	24.092	0.209	0.004	-0.331
O	-5.068	0.756	-3.24	-0.119	0.504	-0.018
O	2.679	-2.713	-0.421	-0.133	-0.197	-0.317
O	-2.054	-2.899	-3.846	-0.316	0.247	-0.003
O	-6.021	0.147	21.751	-0.208	0.381	-0.179
O	1.854	0.56	-2.108	-0.005	0.07	0.096
O	4.103	-0.02	-3.441	0.24	0.018	-0.101
O	5.951	4.575	24.093	-0.337	0.664	0.095
O	5.006	-5.147	21.634	-0.141	-0.308	0.371
O	-5.941	5.837	21.716	0.244	0.195	0.389
O	0.925	0.254	24.227	0.485	0.378	-0.212
O	0.509	-2.976	-3.344	0.182	0.496	0.074
O	-6.202	7.289	23.896	0.171	0.187	-0.228
O	5.574	-0.078	-0.312	0.002	-0.083	-0.428
O	-1.306	3.902	23.643	-0.18	0.062	0.278
O	-3.895	-1.104	-4.563	-0.378	-0.396	0.297
O	3.713	3.249	24.188	-0.19	-0.427	0.309
O	8.111	5.789	23.125	-0.202	-0.2	-0.261
O	-2.565	1.133	-4.236	0.004	0.494	0.236
O	-5.034	-5.765	21.658	-0.151	0.009	0.349
O	5.288	7.638	23.416	0.338	-0.145	0.025
O	-0.698	-5.198	-3.889	0.157	-0.477	0.416
O	-0.662	6.392	24.069	0.035	0.39	-0.171
O	-7.079	-3.613	-1.322	-0.07	-0.403	-0.325
O	8.126	8.147	-0.514	-0.167	0.181	-0.193
O	-0.835	-3.983	23.737	0.113	-0.375	0.332
O	6.692	2.862	-3.572	-0.27	-0.622	0.201
O	-7.4	3.42	-4.803	0.578	-0.445	-0.127
O	-5.401	0.819	24.165	0.143	-0.06	0.236
O	6.37	4.143	-1.169	-0.337	-0.093	0.109
O	5.967	-0.345	21.83	0.089	0.317	0.331
O	4.076	1.67	-1.368	0.178	0.424	-0.244
O	1.583	3.469	-1.263	0.184	-0.324	0.131
O	-8.084	2.682	-0.206	-0.041	-0.017	-0.507
O	-4.188	-6.809	23.865	-0.525	0.142	0.037
O	-6.705	-1.258	-2.504	0.138	0.054	-0.26
O	-5.811	5.162	-3.507	0.357	-0.128	-0.427
O	-8.074	3.345	24.111	0.351	-0.2	0.376
O	-3.682	2.813	23.877	-0.268	0.64	-0.36
O	3.355	5.702	23.226	-0.009	0.069	0.224

Results
total energy: -82022.273 eV
total energy less fixed offsets of O -438.25, Si -107.07 eV per atom: -0.593 eV
